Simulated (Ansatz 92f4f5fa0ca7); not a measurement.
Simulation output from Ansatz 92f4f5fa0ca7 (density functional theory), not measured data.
Periodic cell of 222 atoms, Si131O89P2, from a study of silicon, its oxide and their interface. The atomic structure is a simulated model.
Doubt: the cutoff is far below the 930 eV that the study's wrapper takes by default for these files, so forces and energies are approximate.

Settings: functional PBE; potential files Ansatz PAW; basis plane waves; wave-function cutoff 580 eV; density cutoff ratio 5; exchange-correlation grid ratio 1; k mesh 1 x 1 x 1, Gamma-centred; self-consistency stop 5e-08 eV per atom in the density residual; occupations fixed; spin none; net charge 0.

Cell vectors (angstrom)
a	10.938	0	0
b	0	10.938	0
c	0	0	32.1988

Atoms and the computed forces on them: element, x, y, z (angstrom), force x, y, z (eV/angstrom)
Si	10.5915	0.2315	24.8836	0.0359	-0.0455	-0.0679
Si	5.7346	10.6813	24.7217	-0.0174	0.0447	-0.1182
Si	2.4798	2.9174	24.646	0.0104	-0.0207	-0.1242
Si	8.4416	2.4612	24.851	-0.0185	0.0207	-0.1331
Si	0.2847	5.1711	24.7691	-0.0058	0.0165	-0.1263
Si	5.1615	5.7638	24.7069	-0.0004	-0.0282	-0.0834
Si	2.94	8.0151	24.5995	-0.0275	-0.0023	-0.0857
Si	7.9386	8.4516	24.7309	0.0712	-0.0409	-0.0683
Si	1.3347	1.389	26.0488	0.0002	0.0076	0.0053
Si	6.8399	1.3087	26.1101	0.0113	-0.0073	0.0406
Si	4.0488	4.1081	25.9864	0.0047	0.0139	0.0138
Si	9.614	4.0671	26.0953	0.0018	0.01	0.024
Si	1.4029	6.835	26.0028	0.0077	0.0228	0.0306
Si	6.7749	6.867	26.0331	0.0133	0.0057	0.009
Si	4.1067	9.5451	25.9936	-0.0146	0.0007	0.0135
Si	9.4632	9.5761	26.1536	-0.0165	-0.0012	0.0211
Si	2.7346	-0.0044	27.3535	-0.0134	0	-0.0696
Si	8.1544	-0.0136	27.5526	-0.0215	-0.0255	0.1144
Si	0.0158	2.7275	27.4931	0.0201	0.0038	0.0926
Si	5.443	2.7471	27.3644	-0.0041	-0.0041	-0.0638
Si	2.7337	5.473	27.4263	0.0106	0.0028	0.0239
Si	8.1887	5.4796	27.3636	-0.0033	-0.0124	-0.066
Si	-0.0042	8.1873	27.3788	-0.005	-0.0072	-0.0665
Si	5.4418	8.2121	27.4458	-0.0172	-0.0211	0.0516
Si	4.0843	1.3715	28.7409	0.0256	-0.0048	0.0654
Si	9.5777	1.3612	28.8489	-0.0456	0.0099	-0.1277
Si	1.374	4.1236	28.8199	-0.0325	-0.0559	-0.0908
Si	6.828	4.1052	28.7372	0.0191	-0.0201	0.0831
Si	4.0998	6.825	28.8027	-0.0155	0.0136	-0.055
Si	9.5616	6.8276	28.7514	0.0085	0.02	0.056
Si	1.3736	9.5644	28.7374	-0.0184	-0.0059	0.0774
Si	6.7799	9.5507	28.8652	0.0992	0.0439	-0.1502
Si	0.0171	-0.0196	30.1539	0.0343	-0.0208	0.0007
Si	5.4391	0.0208	30.1608	-0.0391	0.0501	0.0348
Si	2.7387	2.7342	30.147	-0.0023	-0.001	0.0022
Si	8.1909	2.7474	30.1472	-0.0117	0.0125	0.0205
Si	-0.0113	5.478	30.151	-0.009	0.0223	0.0225
Si	5.4763	5.4612	30.1457	0.011	-0.0076	-0.0043
Si	2.7269	8.2042	30.1406	0.0025	0.0159	0.0086
Si	8.2072	8.1915	30.1529	0.0129	-0.019	0.0168
Si	1.3673	1.3673	31.515	0.0737	-0.0372	0.0089
Si	6.8362	1.3673	31.515	-0.046	0.1198	-0.0245
Si	4.1018	4.1018	31.515	0.0772	-0.07	0.0076
Si	9.5708	4.1018	31.515	-0.0929	0.0662	-0.006
Si	1.3673	6.8362	31.515	-0.0742	0.0923	-0.05
Si	6.8362	6.8362	31.515	0.064	-0.0992	0.0484
Si	4.1018	9.5708	31.515	-0.1936	0.0168	0.0132
Si	9.5708	9.5708	31.515	0.0445	-0.0839	0.027
Si	2.7345	0	0.6835	0.0398	-0.0439	0.1572
Si	8.2035	0	0.6835	-0.0492	0.0699	-0.133
Si	0	2.7345	0.6835	-0.062	-0.0183	0.062
Si	5.469	2.7345	0.6835	0.1091	-0.039	0.0423
Si	2.7345	5.469	0.6835	-0.0207	0.1614	-0.1711
Si	8.2035	5.469	0.6835	0.0686	-0.0898	0.1384
Si	0	8.2035	0.6835	0.0932	-0.1064	0.0016
Si	5.469	8.2035	0.6835	-0.0121	0.0401	0.0482
Si	4.1222	1.361	2.0577	0.0333	-0.0212	-0.0377
Si	9.5637	1.3564	2.0512	0.0072	-0.0021	0.0152
Si	1.3698	4.1226	2.0333	-0.0516	0.0087	-0.0146
Si	6.8461	4.0879	2.0611	0.0154	-0.0409	-0.0171
Si	4.104	6.8277	2.0515	0.01	0.011	0.019
Si	9.5784	6.8377	2.0528	0.0123	-0.0142	-0.0355
Si	1.3796	9.5498	2.0534	0.0423	-0.0235	-0.0221
Si	6.8285	9.5939	2.0469	-0.0394	0.0159	0.0015
Si	-0.014	-0.0415	3.3835	0.0803	0.1149	0.0898
Si	5.4927	0.0124	3.4752	-0.0632	-0.0039	-0.1022
Si	2.7763	2.7907	3.3538	-0.0588	-0.1549	0.1482
Si	8.1846	2.689	3.4519	0.0613	0.1094	-0.073
Si	0.0228	5.4797	3.4302	-0.0589	-0.0071	-0.0209
Si	5.4768	5.4622	3.4073	0.0391	0.0272	0.0327
Si	2.7724	8.2054	3.4489	-0.0646	0.0041	-0.0742
Si	8.2047	8.2315	3.3716	0.0173	-0.0713	0.1035
Si	1.3928	1.3873	4.6344	-0.0169	0.0117	-0.1047
Si	6.8433	1.3485	4.9009	0.004	-0.0143	0.0863
Si	4.1509	4.0816	4.8015	0.0106	0.0409	-0.0383
Si	9.5744	4.0846	4.7552	-0.0003	-0.0259	0.0232
Si	1.4126	6.8297	4.8127	0.0262	0.0181	0.0258
Si	6.8268	6.887	4.7267	-0.0002	0.0193	-0.0501
Si	4.1361	9.574	4.8392	0.0202	0.0204	0.0764
Si	9.5573	9.547	4.791	-0.0211	-0.0088	-0.0407
Si	2.7383	0.0949	6.0613	0.0048	0.027	-0.0409
Si	8.2083	-0.06	6.2564	-0.0126	-0.0127	0.0295
Si	0.0317	2.6808	6.0404	0.0103	-0.0194	-0.0281
Si	5.4717	2.7248	6.2825	-0.0148	-0.0242	0.0144
Si	2.8115	5.4773	6.1724	0.0033	-0.0052	0.0234
Si	8.1766	5.4833	6.0391	-0.0005	-0.0045	-0.0341
Si	0.0161	8.183	6.1524	-0.0104	-0.0068	0.0158
Si	5.5307	8.2229	6.2272	0.0216	-0.007	-0.0279
Si	3.8261	1.5677	7.5828	0.0069	-0.0377	0.0406
Si	9.8429	1.1416	7.4362	0.0053	0.0457	0.0375
Si	1.6305	3.8059	7.3172	-0.0473	-0.0106	0.0155
Si	6.6432	4.4205	7.4631	0.0163	0.0282	0.0713
Si	4.4018	6.6356	7.5314	-0.0011	0.0272	0.0862
Si	9.3737	6.9457	7.4069	-0.0083	-0.0284	0.0443
Si	1.1377	9.9076	7.3087	0.0219	0.0136	0.0369
Si	7.1676	9.2253	7.6588	-0.0353	0.0044	0.0692
O	8.3236	8.0911	7.9154	0.0009	0.0036	-0.019
O	2.7155	2.7351	7.9502	0.0254	-0.0132	-0.0169
O	9.534	1.3543	24.2652	-0.0144	0.0103	0.0789
O	4.0531	6.8678	24.1311	0.0155	0.01	0.035
O	0.0255	0.0261	7.9516	-0.0059	-0.006	-0.0152
O	5.52	5.512	8.0238	-0.0068	-0.0123	-0.043
O	6.8483	9.5746	24.1739	-0.0093	0.0072	0.0754
O	1.3704	4.0609	24.1668	-0.0032	0.0012	0.0683
O	3.8588	7.3936	8.9185	0.0109	-0.0205	-0.0587
O	0.8249	4.3756	8.6194	0.0183	-0.0225	-0.0356
O	9.8183	6.1695	8.803	-0.0185	0.0175	-0.039
O	2.079	9.3815	8.545	-0.0254	0.0211	-0.0591
O	7.5022	3.9371	8.7891	-0.0021	-0.0004	-0.0465
O	4.2501	0.8914	9.0429	-0.0092	0.0069	-0.0389
O	6.7251	9.5462	9.2137	0.0096	-0.0041	-0.0853
O	9.2199	1.8753	8.7776	0.0007	-0.0107	-0.029
O	7.7231	3.1621	23.5552	0.0251	-0.017	0.0532
O	10.5195	5.8661	23.4616	0.0281	-0.0467	0.077
O	5.0809	0.4199	23.3706	0.0521	-0.0683	0.1364
O	5.8928	5.1214	23.3802	-0.0397	0.0622	0.0857
O	3.0937	2.1959	23.2777	-0.0243	0.0461	0.0977
O	2.3165	8.7238	23.2195	0.0471	-0.0457	0.1019
O	8.6391	7.7731	23.3995	-0.0538	0.0221	0.0799
O	0.2531	10.3192	23.6312	-0.051	0.0442	0.0824
Si	4.3936	1.5896	22.4737	-0.0102	0.0415	-0.1439
Si	3.5222	7.9643	14.1339	-0.0963	-0.0785	0.0385
Si	7.1462	0.9022	14.6501	-0.0093	0.0743	0.0614
Si	0.9587	9.3668	22.5392	-0.0245	0.0561	-0.1585
Si	1.183	4.2948	11.8898	0.0117	0.0081	0.1017
Si	6.2951	8.9404	15.476	0.1	-0.0525	-0.2702
Si	0.673	1.3446	12.2638	0.0024	-0.0093	0.109
Si	8.6483	4.9507	20.551	0.0007	-0.0488	-0.1453
Si	0.3202	5.7018	9.3869	0.008	0.0004	0.0673
Si	5.0233	2.9753	17.7766	-0.0443	0.0183	-0.0942
Si	0.8413	3.6735	16.6948	0.0088	0.0217	0.0348
Si	10.3939	2.8451	19.2207	0.065	-0.0116	-0.0583
Si	5.2871	1.1881	10.2892	0.0046	0.0384	0.0925
Si	0.9516	0.2063	19.8674	-0.0072	0.0348	-0.0728
Si	6.6645	9.4756	10.8515	0.042	-0.0511	0.1004
Si	9.4275	9.8737	18.2101	0.115	-0.0056	-0.0952
Si	9.4242	9.2414	12.5447	-0.0167	-0.0015	0.1122
Si	6.5891	3.8601	22.6287	0.0027	-0.0412	-0.1321
Si	2.4469	8.0631	9.4031	0.0102	0.0064	0.0808
Si	10.4656	7.3738	17.0482	0.0771	0.007	-0.0493
Si	2.4214	6.2547	16.5899	-0.0876	-0.0627	-0.0454
Si	10.1451	4.4402	14.175	0.0038	-0.0036	0.1235
P	6.3498	9.4038	18.6959	-0.0763	-0.0608	0.0049
Si	7.9529	2.5643	9.5342	-0.0005	0.0051	0.0981
Si	8.8675	2.1017	12.4033	-0.0182	-0.0081	0.1245
P	5.1222	6.06	18.3704	-0.003	-0.0708	0.2442
Si	3.9385	0.6206	19.4355	-0.3137	0.1441	0.0698
Si	4.2855	3.8739	11.965	0.0045	0.011	0.1652
Si	5.5622	6.6375	12.1696	-0.0011	-0.0209	0.0975
Si	7.956	2.5135	17.2076	0.0751	0.0113	-0.0061
Si	4.3746	2.3996	14.8031	-0.016	0.011	0.0509
Si	1.5532	1.169	15.1782	0.0329	-0.0089	0.1073
Si	1.6106	9.3861	12.0663	-0.0097	-0.0052	0.0896
Si	8.0464	6.8447	13.9247	0.058	-0.0685	0.0009
Si	10.4606	9.8387	15.4026	0.0789	-0.0018	0.0546
Si	9.829	7.0299	22.5676	0.0107	0.0377	-0.1176
Si	7.9638	5.5166	17.4857	-0.1118	-0.0507	0.055
O	6.0494	7.994	11.3204	0.01	0.056	-0.0492
O	6.1501	9.2264	17.0791	-0.0353	0.0649	0.1696
O	7.7398	1.2483	13.1798	0.0236	0.0015	-0.0609
O	0.7901	1.7048	13.8516	-0.0267	0.0085	-0.1112
O	9.2781	6.2736	16.893	-0.0806	0.0306	0.0049
O	6.7887	6.1983	13.1397	-0.0145	0.0245	-0.047
O	4.9608	4.4451	18.4924	0.0584	-0.0583	0.1192
O	9.1833	2.1957	18.2714	-0.0372	-0.002	-0.0019
O	2.4147	0.0523	19.1112	0.0986	-0.0014	0.0095
O	9.5671	10.3948	16.6568	-0.0699	-0.0182	0.0509
O	2.7854	4.482	11.6896	-0.019	-0.0036	-0.0464
O	5.2005	10.596	18.9755	0.2507	-0.1182	-0.0992
O	9.3768	3.2342	13.4276	-0.0065	-0.0271	-0.0835
O	0.4704	1.7826	19.9605	0.0081	-0.0269	0.0156
O	3.1416	1.3221	14.8725	0.0153	-0.0282	-0.0285
O	8.1695	5.3726	19.0753	-0.0432	0.0298	0.04
O	3.8307	6.4214	17.4143	0.0129	0.1491	0.0029
O	4.5547	3.1789	16.2257	0.0228	0.0017	0.0003
O	9.0785	5.6551	14.3138	-0.0233	0.022	-0.0284
O	5.4547	2.7872	22.1906	0.0112	0.0013	0.0387
O	10.5648	4.0342	15.688	-0.0233	0.0013	-0.1007
O	0.3478	3.8165	18.2425	-0.0168	-0.0216	0.0016
O	10.5853	10.5276	19.1266	-0.0066	-0.0227	0.0437
O	9.7182	10.0787	13.9605	-0.0436	-0.0308	-0.0902
O	10.9198	8.141	22.0857	0.0079	-0.0068	0.0524
O	1.2315	2.1065	16.4691	0	-0.0195	-0.0223
O	9.7621	3.758	20.4177	-0.0405	0.0429	0.0922
O	7.9682	4.0722	16.7314	-0.0218	0.0155	0.0376
O	0.0009	9.0325	11.9078	0.0205	0.0057	-0.0369
O	6.5051	2.3002	17.9331	0.0395	-0.0958	0.0283
O	5.6211	10.7536	11.1805	-0.0165	0.0319	-0.0425
O	7.8723	10.1541	18.7137	-0.0381	0.1127	-0.0407
O	10.0359	1.0273	11.95	0.0032	0.0139	-0.0367
O	1.3156	6.9465	9.1309	-0.0039	-0.0086	-0.0179
O	0.6231	4.7052	13.3779	0.0431	-0.0085	-0.0839
O	5.2239	5.1561	11.4958	-0.0019	-0.0196	-0.0572
O	2.6785	7.0345	15.1834	0.0171	0.0533	-0.0663
O	0.9786	2.724	11.4675	0.0062	-0.0002	-0.0478
O	0.9887	10.5965	15.4631	-0.0074	-0.0198	-0.0387
O	2.4663	8.5667	10.9458	0.0057	-0.016	-0.0882
O	4.7165	2.4849	11.1612	0.0265	-0.0557	-0.0767
O	4.2955	3.4818	13.575	-0.0059	0.0351	-0.1212
O	2.1085	4.6589	16.3946	0.034	0.0277	-0.0027
O	10.6287	8.2299	15.6511	-0.015	0.0088	-0.0062
O	7.0056	10.229	14.7803	-0.0571	-0.0704	0.0613
O	2.397	8.9701	13.4567	-0.0098	0.0182	-0.0681
O	8.0194	1.5829	15.8622	-0.0414	-0.0105	-0.0171
O	4.1994	7.035	12.9797	0.0183	0.004	-0.0497
O	4.0078	2.0117	18.5891	-0.0012	-0.0643	0.0303
O	7.3217	4.4045	21.2997	-0.0138	-0.007	0.04
O	8.3298	2.8806	11.0833	-0.0094	0.0127	-0.0798
O	1.0532	6.8229	17.343	-0.0064	0.0325	0.0076
O	5.6487	1.4593	14.6182	0.0343	-0.0355	-0.0176
O	8.1759	9.7369	11.5417	-0.0383	0.0152	-0.0439
O	9.2307	6.2905	21.256	0.0227	0.0247	0.0593
O	8.9345	7.7599	12.946	0.005	0.0148	-0.0372
O	1.6569	0.0923	11.8899	0.0081	0.012	-0.0476
O	6.4301	6.149	17.3121	0.1049	0.0184	-0.2193
O	7.3548	7.7125	15.1493	-0.0695	0.0899	0.0853
O	1.2156	10.3456	21.2663	0.0064	-0.0671	0.1054
O	9.868	8.298	18.2498	-0.0467	0.0104	0.04
O	3.9808	0.9354	21.0429	0.0335	0.0065	0.021
O	0.2958	5.2977	10.9536	-0.0119	0.0148	-0.0734
O	6.6858	1.555	9.5326	-0.0071	-0.0089	-0.0606
O	4.7742	8.725	14.8862	0.0785	0.0406	0.0605

Results
free energy: -135403.069 eV
free energy less fixed offsets of O -568.88, P -755.39, Si -635.61 eV per atom: 2.941 eV

The program warned: the cutoff lies below the one the program advises for these potential files; the exchange-correlation potential is rough where the density is thin.
